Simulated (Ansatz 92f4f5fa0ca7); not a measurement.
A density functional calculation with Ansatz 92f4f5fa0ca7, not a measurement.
Periodic cell of 272 atoms, Si165O105P2, from a study of silicon, its oxide and their interface. The atomic structure is a simulated model.
Doubt: the cutoff is far below the 930 eV that the study's wrapper takes by default for these files, so forces and energies are approximate.
This geometry differs little from another in the collection (a relaxation step or a small displacement).

Settings: functional PBE; potential files Ansatz PAW; basis plane waves; wave-function cutoff 580 eV; density cutoff ratio 5; exchange-correlation grid ratio 1; k mesh 1 x 1 x 1, Gamma-centred; self-consistency stop 5e-08 eV per atom in the density residual; occupations fixed; spin none; net charge 0.

Cell vectors (angstrom)
a 11.6015 0 0
b 0 13.3963 0
c 0 0 29.8085

Atoms: element, x, y, z (angstrom)
Si 11.5339 0.1862 22.9356
Si 3.903 0.1577 23.0466
Si 7.6512 0.1219 23.1512
Si 2.0643 3.4577 22.8946
Si 5.8995 3.6832 23.0114
Si 9.748 3.5352 23.0354
Si 11.655 6.8575 23.0827
Si 3.9462 7.0356 23.1852
Si 7.7738 6.9001 23.2909
Si 2.0272 10.2416 23.2661
Si 5.8489 10.0966 23.2989
Si 9.8343 10.0866 23.2444
Si 11.6887 2.3935 23.7655
Si 3.9918 2.4072 23.7655
Si 7.7818 2.4109 23.7849
Si 2.024 5.707 23.7093
Si 5.8168 5.8035 23.9977
Si 9.7277 5.728 23.9009
Si 11.7459 9.0255 24.0332
Si 3.8985 9.1338 24.1815
Si 7.8393 9.0986 24.0495
Si 1.9014 12.5112 23.8181
Si 5.7637 12.3718 23.9336
Si 9.6653 12.3966 23.7963
Si 11.6367 2.2996 26.1783
Si 3.9086 2.3082 26.177
Si 7.7531 2.3101 26.1906
Si 1.9702 5.6208 26.1483
Si 5.8051 5.6546 26.3292
Si 9.6997 5.6345 26.2644
Si 11.6611 8.975 26.3561
Si 3.8808 9.0097 26.4657
Si 7.7853 9.0082 26.3693
Si 1.9166 12.3855 26.2148
Si 5.7903 12.3293 26.2901
Si 9.6768 12.3453 26.1968
Si 1.9625 1.1978 27.0207
Si 5.8212 1.1824 27.0233
Si 9.6887 1.1793 27.0038
Si 11.6403 4.5132 27.0178
Si 3.871 4.5081 27.0406
Si 7.7522 4.5169 27.0471
Si 1.9611 7.8107 27.0804
Si 5.84 7.8781 27.0953
Si 9.7098 7.8514 27.0763
Si 11.6067 11.2366 27.0416
Si 3.8393 11.2639 27.079
Si 7.7538 11.2452 27.0643
Si 1.9336 1.1164 29.4135
Si 5.8008 1.1164 29.4135
Si 9.6679 1.1164 29.4135
Si 0 4.4654 29.4135
Si 3.8672 4.4654 29.4135
Si 7.7343 4.4654 29.4135
Si 1.9336 7.8145 29.4135
Si 5.8008 7.8145 29.4135
Si 9.6679 7.8145 29.4135
Si 0 11.1635 29.4135
Si 3.8672 11.1635 29.4135
Si 7.7343 11.1635 29.4135
Si 0 0 0.3944
Si 3.8672 0 0.3944
Si 7.7343 0 0.3944
Si 1.9336 3.3491 0.3944
Si 5.8008 3.3491 0.3944
Si 9.6679 3.3491 0.3944
Si 0 6.6981 0.3944
Si 3.8672 6.6981 0.3944
Si 7.7343 6.6981 0.3944
Si 1.9336 10.0472 0.3944
Si 5.8008 10.0472 0.3944
Si 9.6679 10.0472 0.3944
Si 11.5484 -0.0524 2.7483
Si 3.8312 -0.0769 2.784
Si 7.6676 -0.0901 2.7501
Si 1.9196 3.278 2.7306
Si 5.7536 3.287 2.783
Si 9.6146 3.3047 2.741
Si 11.5902 6.646 2.7509
Si 3.8701 6.6198 2.7411
Si 7.7344 6.6571 2.7783
Si 1.9139 9.995 2.7631
Si 5.8239 10.0145 2.7583
Si 9.6711 9.9732 2.7588
Si 11.5579 2.2017 3.4414
Si 3.811 2.1323 3.5894
Si 7.6895 2.1258 3.505
Si 1.9144 5.499 3.484
Si 5.8043 5.5301 3.5766
Si 9.6688 5.5208 3.5526
Si 11.5976 8.8616 3.5906
Si 3.8896 8.8664 3.4303
Si 7.7427 8.885 3.5995
Si 1.8599 12.2249 3.565
Si 5.7506 12.1991 3.6596
Si 9.6104 12.1991 3.509
Si 11.4978 2.1779 5.7614
Si 3.8054 2.0032 5.9759
Si 7.5762 1.9761 5.8495
Si 1.9145 5.4002 5.822
Si 5.7963 5.4988 5.9582
Si 9.6478 5.4103 5.9205
Si 11.5995 8.7564 5.9845
Si 3.9152 8.8312 5.7478
Si 7.7625 8.8721 6.0014
Si 1.7509 12.147 5.9489
Si 5.7015 12.2275 6.0947
Si 9.5695 12.125 5.8625
Si 1.67 0.9778 6.7241
P 5.7122 1.0081 6.8545
Si 9.6277 0.9536 6.5833
Si 11.6066 4.3231 6.7441
Si 3.8591 4.2827 6.5844
Si 7.703 4.2076 6.5521
Si 2.0396 7.64 6.5199
Si 5.8178 7.7724 6.7303
Si 9.6649 7.6188 6.761
Si 11.4058 10.9727 6.7911
Si 3.6762 10.9965 6.6374
Si 7.6966 11.1 6.8892
O 9.8023 7.49 8.4247
O 9.931 0.8294 8.2251
O 1.074 0.9679 8.3144
O 3.2529 10.5935 8.1863
O 5.8077 7.9206 8.3973
O 3.7871 4.214 8.2348
O 7.8461 3.8848 8.1766
O 0.1361 4.2693 8.415
O 11.0428 10.9361 8.4337
O 7.9615 11.083 8.5525
O 2.384 7.5161 8.1216
O 11.3972 0.2153 21.2606
O 9.7403 3.6368 21.3708
O 4.1264 7.5449 21.598
O 6.0133 4.1613 21.3965
O 5.7374 9.753 21.6643
O 2.1478 3.3874 21.2143
O 7.3245 13.4484 21.5142
O 4.0016 0.1573 21.3852
O 7.6602 7.0253 21.6525
O 2.121 10.1817 21.6191
O 11.5393 6.9635 21.4222
O 10.1482 9.6473 21.6554
Si 11.6464 6.4648 11.3301
Si 1.5462 10.342 16.3293
Si 0.269 3.6802 9.9404
Si 8.0603 12.8591 20.194
Si 2.8872 10.4452 9.7544
Si 2.5563 10.3964 20.0747
Si 10.3404 3.6973 19.8544
Si 0.2664 12.8065 17.1658
Si 10.7902 0.6969 19.8124
Si 3.1937 7.7619 16.267
Si 0.3209 6.4767 19.9207
Si 9.449 2.6152 14.4462
Si 2.9684 2.5116 11.1305
Si 5.1249 12.0241 15.3489
Si 4.9235 8.679 20.7188
Si 3.5673 -0.5178 11.4802
Si 5.606 8.9253 14.8192
Si -0.1612 11.3155 9.985
Si 9.4283 10.0237 20.2453
Si 3.4473 0.0522 19.8543
Si 7.4667 4.4841 9.6294
Si 2.2679 12.3266 14.2296
P 6.0499 0.5906 10.8395
Si 2.7955 2.9035 19.7754
Si 5.7749 4.478 13.7555
Si 7.4799 0.2704 15.642
Si 9.6305 11.4086 15.2282
Si 2.0497 6.547 13.5797
Si 2.898 3.523 14.0948
Si 11.671 9.1591 18.4575
Si 11.2607 0.893 9.1824
Si 9.12 7.1744 9.8766
Si 8.6988 8.6251 14.6044
Si 4.8359 7.1485 12.3846
Si 2.9763 5.6293 18.7712
Si 2.5927 7.3977 9.7122
Si 6.3 8.4244 9.8731
Si 4.3542 4.7129 9.6637
Si 9.3814 10.5602 12.3024
Si 5.9352 13.041 17.985
Si 7.9838 4.964 18.4194
Si 8.3414 5.4999 15.2944
Si 7.2265 11.1962 10.0247
Si 5.3879 4.2022 19.8845
Si 0.8298 1.5235 15.1825
Si 7.5264 7.5464 20.1317
Si 7.672 2.5378 12.1089
O 3.5163 6.0724 10.0459
O 2.0183 2.6619 15.1805
O -0.293 12.9541 10.1392
O 8.3259 8.9196 19.8551
O 2.4124 1.3156 19.5371
O 8.1526 5.4544 16.8942
O 2.7281 11.9856 19.7255
O 7.1789 8.8156 15.1557
O 1.2438 0.2053 14.299
O 4.4587 3.8481 14.5324
O 4.2518 3.4416 10.701
O 10.9991 2.1581 14.6905
O 11.4284 4.8613 10.9916
O 10.8557 12.0769 16.087
O 8.975 6.9808 14.8152
O 1.7917 3.2636 10.3119
O 8.4898 5.6866 9.9728
O 11.1303 2.2873 19.5467
O 5.4803 7.5659 10.9622
O 11.3854 7.5833 18.8231
O 7.9138 8.2435 10.1024
O 10.2401 7.2521 11.0631
O 9.2732 4.1925 14.9025
O 8.8179 11.4822 20.5606
O 10.6085 10.5726 11.1979
O 8.3756 12.3006 15.7748
O 4.4401 2.8776 19.8146
O 4.6514 0.2327 18.7738
O 10.4463 10.0902 18.9845
O 6.8029 0.7183 17.0818
O 0.5801 6.7346 12.8657
O 1.1269 7.1272 10.3292
O 3.1992 7.1318 12.5604
O 3.9294 9.5596 19.7787
O 6.8298 5.2668 14.7109
O 0.6518 0.9284 16.6905
O 1.5438 11.763 17.1823
O 5.406 8.3124 13.3415
O 2.6507 12.2402 12.6558
O 6.5237 3.2238 13.0453
O 2.7849 9.3121 16.6495
O 5.9775 7.8924 19.7554
O 1.9412 6.3968 19.768
O 1.4157 9.6844 19.1869
O 9.4982 9.7802 15.4966
O 3.1667 8.8773 10.1975
O 8.9933 9.1067 13.0346
O 2.2164 7.316 15.0151
O 9.1339 3.871 18.7803
O 4.7643 7.9556 15.8438
O 7.3074 0.9526 11.8356
O 8.1442 6.344 19.2533
O 5.9443 5.0565 9.6003
O 6.9723 -0.9495 19.0763
O 11.0542 2.2613 10.0764
O 9.1232 2.568 12.8441
O 9.7426 11.5656 13.5747
O 6.5652 4.2252 18.7605
O 6.0629 10.0365 10.0451
O 1.3506 10.7694 10.1508
O 5.1853 10.504 14.7525
O 1.6188 10.8851 14.7577
O 11.3403 13.0499 18.683
O 5.3994 11.8836 16.9617
O 8.1198 11.0572 11.3851
O 11.3086 4.9937 19.6523
O 8.3773 1.5535 15.1453
O 2.4303 4.0505 18.6194
O 3.7429 11.6525 10.4313
O 9.1557 0.5812 19.7403
O 2.8395 2.6154 12.7461
O 3.6302 12.6248 15.0818
O 7.7305 3.306 10.696
O 5.1003 -0.1629 11.9736
O 4.4208 5.4894 19.5326
O 6.2004 13.1248 14.7373
O 3.09 6.5694 17.4112
O 2.9808 0.8899 10.8247
O 0.2643 9.4297 16.8459
O 5.307 5.6115 12.6787
O 2.1777 4.9503 13.8396
O 6.6142 12.7106 10.0182

Results
free energy: -166114.774 eV
free energy less fixed offsets of O -568.88, P -755.39, Si -635.61 eV per atom: 4.056 eV

Forces (eV/angstrom), in the order of the atoms: element, x, y, z
Si 0.0015 -0.0002 0.002
Si -0.001 -0.0007 0.0014
Si -0.0015 -0.0025 0.0027
Si -0.0002 0.001 0
Si -0.0003 0.0011 0.0025
Si 0.0035 0.0013 0.0011
Si 0.0008 -0.0002 -0.0002
Si -0.0003 0.0016 0.0008
Si -0.0044 0.0069 0.0038
Si 0.0004 0.0028 0.0019
Si -0.0035 0.0009 0.001
Si -0.0001 0.0004 0.0013
Si -0.0012 -0.0014 0.0006
Si -0.0001 -0.0017 0.0001
Si -0.0004 0.0018 -0.0003
Si 0.0007 -0.0008 -0.001
Si 0.0016 -0.0033 0.0015
Si -0.0001 -0.0027 0.0013
Si 0 0.0018 0.0003
Si 0.0016 -0.0002 0.001
Si 0.002 -0.0038 -0.0009
Si -0.0008 -0.0008 0.0004
Si 0 0.0007 -0.0003
Si 0.0023 0.001 0.0002
Si 0.0003 0.0006 -0.0011
Si 0.0007 0.0009 0
Si 0.0002 0.0001 0.0005
Si -0.0002 -0.0004 -0.0001
Si 0.0001 0.0005 -0.0009
Si -0.0002 -0.0004 0.0011
Si -0.0003 -0.0002 0.0008
Si -0.0004 0.0005 0.0012
Si -0.0002 0.0027 -0.0023
Si 0.0004 -0.0003 -0.0009
Si 0.0008 0.0004 -0.001
Si -0.0011 0.0003 0
Si -0.0006 -0.0009 0.0005
Si 0.0004 -0.001 -0.0001
Si 0.0001 -0.0003 -0.0007
Si 0.0001 0.0004 -0.0004
Si 0.0006 0.0007 -0.0005
Si -0.0007 0.0015 -0.0013
Si 0 0.0004 -0.001
Si -0.0001 -0.001 -0.0015
Si 0 0.0011 -0.0018
Si 0.0002 0.0006 -0.0013
Si -0.0004 0.0003 0.0002
Si 0.0006 -0.0016 0.002
Si 0.068 0.1882 -0.1525
Si 0.0553 0.1323 -0.1221
Si 0.0652 0.1088 -0.2268
Si 0.1359 0.0451 -0.142
Si -0.0748 0.034 -0.1068
Si 0.0761 0.0181 0.0242
Si 0.0004 -0.185 0.3009
Si 0.0891 0.0324 0.446
Si 0.0769 -0.0088 0.2005
Si 0.0029 0.1683 -0.0451
Si -0.0999 0.2962 0.2909
Si 0.0395 0.2198 0.059
Si -0.076 -0.1327 -0.1396
Si -0.0338 -0.2019 0.1812
Si -0.1615 -0.2406 -0.0898
Si 0.0465 -0.1239 -0.203
Si -0.1189 -0.0607 0.0998
Si -0.1318 -0.0271 -0.2087
Si -0.0562 0.0127 -0.02
Si 0.0065 -0.1466 -0.1303
Si -0.0045 0.0101 0.1405
Si -0.0793 -0.0094 -0.0573
Si 0.1499 0.0034 -0.0776
Si -0.003 -0.1463 -0.0563
Si 0.0016 0.0009 -0.0013
Si 0.0019 0.0044 -0.0026
Si -0.0012 0.0016 -0.0027
Si 0.0042 -0.0047 -0.0017
Si -0.0004 -0.0032 -0.0008
Si -0.0047 -0.0015 -0.0015
Si -0.0008 -0.0013 0.0026
Si -0.0011 -0.0004 -0.0008
Si -0.0002 -0.0025 0.0046
Si -0.002 -0.001 -0.001
Si 0.0002 0.0054 0.0021
Si 0.0024 -0.0004 -0.0007
Si 0.001 0.0023 0.0007
Si -0.0026 0.0029 0.0134
Si 0.0024 -0.0017 0.0095
Si -0.0012 0.0005 -0.0014
Si -0.0005 0.005 -0.0051
Si 0.0002 -0.0008 0.0029
Si -0.0025 -0.0017 -0.0007
Si 0.0015 0.0011 0.001
Si -0.0025 0.0006 -0.0022
Si -0.0014 -0.0004 -0.0001
Si -0.0011 -0.0004 -0.0025
Si -0.0007 0.0003 -0.002
Si -0.0061 -0.0096 -0.0008
Si -0.0056 0.0049 -0.001
Si 0.0093 0.0032 -0.0018
Si 0.0025 0.0003 0.0009
Si 0.0076 0.0024 -0.0085
Si -0.0044 0.0074 0.0188
Si 0.0019 0.0047 -0.0035
Si 0.001 -0.0022 -0.0031
Si 0.0069 -0.001 -0.0032
Si 0.0015 0.0012 -0.0088
Si -0.0002 -0.0223 0.0064
Si 0.0022 -0.0066 -0.0014
Si 0.0045 0.0011 0.0016
P -0.0072 0.0028 0.0123
Si 0 0.0094 -0.0002
Si -0.0004 0.0049 -0.001
Si 0.0007 0.0005 0.0001
Si -0.0042 -0.0203 0.0668
Si -0.0069 -0.0038 -0.0042
Si -0.0054 -0.0031 0.0057
Si 0.0081 0.0042 0.0224
Si -0.0017 -0.0056 0.0059
Si 0.008 0.0086 -0.0081
Si -0.0055 0.0045 -0.013
O -0.0471 -0.0178 0.0651
O 0.0011 -0.0044 0.0031
O -0.0003 -0.0015 0.0056
O 0.0007 0.0001 0.0077
O 0.0048 0.0029 0.0016
O 0.0012 -0.001 0.0144
O -0.0398 0.0776 0.0693
O 0.0013 -0.001 -0.0017
O -0.0021 0.0033 0.008
O 0.0099 -0.0015 0.0027
O 0.0003 -0.0018 0.0092
O -0.0014 0.0006 -0.001
O -0.001 -0.0002 -0.0031
O -0.0003 0 -0.0011
O 0.0002 -0.0003 -0.0022
O 0.0018 -0.001 -0.002
O 0.0005 0.0003 -0.0004
O 0.0011 0.0001 -0.0017
O 0.0002 0.0005 -0.0025
O -0.0004 -0.002 -0.0021
O 0.0005 -0.0004 -0.0045
O -0.0002 0.0001 0.0008
O -0.0007 -0.0003 -0.0005
Si 0.019 -0.0087 -0.0007
Si 0.001 0 0.0014
Si 0.0041 -0.0027 -0.0022
Si -0.0001 0.001 0.0032
Si 0.0053 0.0008 0.0066
Si 0.0003 0.0001 0.0047
Si -0.0009 0.0004 0.0022
Si -0.0001 0.0005 0.002
Si -0.0001 0.0004 0.0031
Si 0.0012 -0.0019 0.0018
Si 0.0011 -0.0014 0.0005
Si -0.0046 -0.0019 -0.0005
Si -0.0006 0.0009 0.0032
Si 0.0018 0.0011 -0.0033
Si -0.001 0.0012 0.0026
Si -0.0177 -0.0027 0.0022
Si 0.001 0.001 -0.0005
Si 0.0041 0.0027 -0.0113
Si -0.0022 -0.0032 -0.0011
Si 0.0002 0 0.0032
Si 0.0794 0.0248 -0.0331
Si 0.0033 0.0037 -0.0023
P 0.0067 0.0033 -0.0427
Si 0.0006 0.0003 0.0006
Si -0.0002 -0.0052 0.0027
Si -0.0036 0.0023 -0.0055
Si -0.0009 -0.0014 -0.0002
Si 0.006 -0.003 0.0048
Si 0.0071 -0.0004 0.0001
Si 0.0032 0.001 0.004
Si -0.0026 0.0022 -0.0026
Si -0.0159 -0.0793 -0.0375
Si -0.0021 -0.0012 0.0011
Si 0.0043 -0.0037 0.0054
Si 0.0012 -0.0012 0.0001
Si 0.007 0.0002 -0.0054
Si -0.0178 0.0051 -0.0022
Si -0.0082 -0.0027 0.0003
Si -0.0012 0.0019 0.0063
Si -0.0009 -0.0004 0.001
Si 0.0005 -0.001 0.0009
Si -0.0049 -0.004 0.0017
Si -0.0039 -0.0078 0.0028
Si 0 0.0001 0.0005
Si 0.0014 0.0006 -0.0003
Si 0.0024 0.0024 -0.0015
Si -0.0059 -0.0118 0.0212
O 0.0015 -0.0007 -0.0006
O -0.0021 -0.0013 0.0028
O -0.0003 -0.003 0
O 0.0011 0.0009 0.0018
O -0.0005 -0.0007 -0.0004
O 0.0011 -0.0002 -0.0032
O -0.0003 0.0005 -0.0009
O 0.0022 0.0001 -0.0021
O 0 -0.001 0.0002
O -0.0032 0.0018 0.0021
O -0.0023 0.0015 -0.0048
O 0.0028 0.0001 -0.0002
O -0.0003 0.0055 0.0041
O 0 0.0006 0.0002
O 0.0007 0.0013 -0.001
O 0.0003 -0.0004 -0.0014
O -0.0339 0.0076 -0.0887
O 0.0005 -0.0005 -0.0009
O 0.0036 0.0019 -0.0006
O 0.0001 0.0008 -0.0018
O 0.0338 -0.0348 -0.0026
O -0.0329 -0.0015 -0.027
O 0.0004 0.0018 0.0019
O 0.0006 -0.0004 -0.0014
O 0.0004 -0.0054 -0.0016
O 0.0044 -0.0025 0.0019
O 0.0003 0 -0.0001
O 0.0016 0.0008 -0.0006
O -0.0018 0 0.0022
O 0.0016 0.0003 0.0016
O -0.0046 0.0026 -0.0022
O -0.0066 0.0006 0.0055
O -0.0027 -0.0007 -0.0022
O 0 0.0005 -0.0009
O 0.0035 0.0009 0.0003
O 0.0004 -0.0006 0.0014
O -0.0003 -0.0004 0.0007
O -0.0021 -0.0003 -0.0028
O -0.0011 -0.0008 0.0019
O 0.0061 -0.0016 -0.0027
O -0.0018 0.0018 -0.0001
O 0.001 0 -0.0011
O -0.0006 0.0004 0
O -0.0037 -0.0016 -0.0013
O -0.0001 0.0014 -0.0011
O -0.0051 -0.0001 -0.0006
O 0.0009 -0.0012 0.0003
O -0.0005 0.0011 -0.0013
O -0.0001 -0.0004 0.0001
O -0.0003 0.0011 0.0001
O 0.0149 0.0071 0.0122
O -0.0011 0.0027 0.0029
O 0.0595 -0.0061 -0.0102
O -0.0006 -0.0003 -0.0019
O 0.0022 0.0009 -0.0005
O -0.0011 0.0007 -0.0042
O 0.0024 -0.0006 0.0015
O 0.0001 0.0003 0.0002
O 0.0023 -0.0031 -0.0007
O -0.0009 0.0033 0.0009
O 0.0014 -0.0008 -0.0008
O -0.0004 -0.0002 -0.0033
O 0.0013 -0.0014 -0.0026
O 0.0006 0.0009 0.0016
O -0.001 0.0009 -0.0016
O 0.0002 0.0007 0.0005
O -0.0001 0.0009 -0.0011
O -0.0003 0.0007 -0.0005
O 0.0013 -0.0046 -0.0019
O 0.0005 0.0003 -0.0006
O -0.001 0.0021 -0.0028
O -0.0027 -0.0003 0.0011
O 0.0055 0.0649 -0.0484
O -0.016 -0.014 0.0184
O -0.0003 0.0003 -0.0003
O 0.0017 -0.0003 0.0034
O -0.0002 0.0014 -0.0014
O -0.0007 0.0029 -0.0013
O 0.0016 0.0021 -0.0038
O -0.001 0.0043 -0.0021
O -0.0019 0.0035 0
O -0.0018 0.0101 0.0141

The program warned: the cutoff lies below the one the program advises for these potential files; the forces do not sum to zero within the program's tolerance; the exchange-correlation potential is rough where the density is thin.
